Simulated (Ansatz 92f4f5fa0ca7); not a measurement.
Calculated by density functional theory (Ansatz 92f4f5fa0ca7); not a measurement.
Periodic cell of 462 atoms, Si286O176, from a study of silicon, its oxide and their interface. The atomic structure is a simulated model.
This geometry differs little from another in the collection (a relaxation step or a small displacement).

Settings: functional r2SCAN; potential files Ansatz PAW; basis plane waves; wave-function cutoff 800 eV; density cutoff ratio 5; exchange-correlation grid ratio 1; k mesh 1 x 1 x 1, Gamma-centred; self-consistency stop 1e-10 eV per atom in the density residual; occupations fixed; spin none; net charge 0.

Cell vectors (angstrom)
a 16.332 0 0
b 0 16.332 0
c 0 0 29.5282

Atoms and the computed forces on them: element, x, y, z (angstrom), force x, y, z (eV/angstrom)
Si 0.333 -0.464 0.254 -0.009 0.009 -0.018
Si 2.441 2.909 0.225 -0.002 -0.003 -0.027
Si -0.02 4.811 -0.311 0.001 -0.003 -0.036
Si 3.075 7.912 -0.113 0.002 -0.005 -0.035
Si -0.279 11.39 0.089 0.006 -0.001 -0.023
Si 2.008 14.07 0.272 0.008 -0.005 -0.014
Si 5.559 -0.36 -0.071 -0.006 -0.001 -0.024
Si 8.27 2.451 -0.17 -0.003 0.003 -0.023
Si 5.12 5.559 0.366 0 -0.001 -0.025
Si 7.936 8.473 0.186 0.004 -0.001 -0.022
Si 5.824 10.771 0.055 0 0.005 -0.031
Si 7.819 13.779 0.04 0 -0.002 -0.024
Si 10.526 0.248 -0.108 0.001 0.002 -0.024
Si 12.051 1.293 1.365 0 -0.001 0.002
Si 11.123 4.994 -0.09 -0.003 0 -0.022
Si 12.982 9.191 -0.199 0 0 -0.028
Si 11.089 10.597 0.27 -0.011 0.005 -0.015
Si 13.813 13.533 0.087 0 0.006 -0.017
Si 1.303 1.298 1.466 0.001 0.003 0.004
Si 3.88 4.1 1.629 0.003 0.001 0.002
Si 1.337 7.01 1.229 -0.007 -0.005 -0.007
Si 4.107 9.6 1.193 0 -0.001 0
Si 1.189 12.378 1.619 0.004 -0.001 0.001
Si 3.964 14.92 1.305 -0.002 0.003 0.004
Si 6.687 1.318 1.196 0.003 -0.001 0.003
Si 9.439 3.989 1.211 0.002 0.001 0.001
Si 6.759 6.854 1.422 -0.001 -0.003 0.003
Si 9.5 9.519 1.578 0.001 0 0.001
Si 6.826 12.263 1.505 -0.001 0.001 0.001
Si 9.416 15.004 1.246 0 0 -0.001
Si 13.255 2.67 -0.028 0.002 -0.007 -0.026
Si 14.865 3.873 1.257 0.002 0.002 0.004
Si 12.147 6.642 1.258 0.002 0.007 -0.012
Si 14.858 9.717 1.191 0 0.002 -0.004
Si 12.204 12.339 1.358 0 0.005 -0.001
Si 14.948 14.96 1.543 0.002 0.001 -0.001
Si -0.108 2.659 2.752 0 0.001 0
Si 2.745 -0.005 2.777 0.001 -0.002 -0.001
Si -0.096 8.291 2.576 -0.001 0.002 -0.001
Si 2.497 5.544 2.784 0 0.003 0.001
Si -0.13 13.641 3.011 -0.002 -0.001 -0.001
Si 2.699 10.897 2.647 0 0.001 -0.001
Si 5.404 2.68 2.69 0.004 0 -0.002
Si 8.076 0.033 2.651 -0.001 0 0.001
Si 5.368 8.236 2.725 0 0.003 -0.001
Si 8.176 5.428 2.637 0 -0.002 0
Si 5.333 13.588 2.737 -0.001 -0.001 -0.002
Si 8.182 10.938 2.877 0.001 0.003 0
Si 10.781 2.726 2.71 -0.001 0 -0.002
Si 13.509 0.027 2.733 0 0.002 -0.002
Si 10.882 8.038 2.747 0.002 0 -0.001
Si 13.646 5.42 2.612 0.003 -0.001 -0.003
Si 10.809 13.687 2.66 -0.002 0 -0.002
Si 13.573 10.97 2.728 0 -0.002 0.001
Si 1.23 4.092 4.114 -0.003 0 -0.003
Si 4.092 1.361 4.12 0.002 -0.002 0
Si 1.306 9.556 4.011 0.001 -0.001 0.003
Si 3.995 6.85 4.065 0 -0.002 -0.001
Si 1.356 15.008 4.175 0.001 0.001 -0.001
Si 4.023 12.215 4.101 0.001 -0.002 -0.001
Si 6.793 4.073 3.999 -0.001 0 0
Si 9.443 1.363 4.067 0.001 0.001 -0.001
Si 6.762 9.537 4.125 0 -0.001 -0.001
Si 9.513 6.723 4.098 -0.001 -0.001 -0.002
Si 6.752 14.985 4.048 -0.001 0 0
Si 9.565 12.311 4.136 0.001 0.002 -0.001
Si 12.223 4.1 4.013 -0.001 0 -0.002
Si 14.88 1.352 4.13 0 0 -0.001
Si 12.259 9.496 4.044 0.001 -0.001 -0.002
Si 14.979 6.824 3.99 0.001 -0.001 0
Si 12.176 14.982 4.076 0 0.001 0.002
Si 14.86 12.221 4.23 0.001 0.003 -0.001
Si -0.036 0.024 5.483 0 0.002 -0.001
Si 2.692 2.749 5.427 0 0.002 -0.001
Si -0.057 5.492 5.473 0 -0.001 -0.001
Si 2.654 8.188 5.419 -0.001 0.001 0
Si -0.027 10.861 5.463 -0.001 -0.002 -0.002
Si 2.695 13.596 5.482 -0.001 0.001 -0.002
Si 5.448 0.012 5.469 0 -0.001 -0.001
Si 8.135 2.758 5.423 0 -0.001 0
Si 5.419 5.448 5.359 0 0.001 -0.002
Si 8.159 8.136 5.42 0 -0.001 -0.001
Si 5.405 10.887 5.477 0.002 0 -0.001
Si 8.159 13.658 5.44 0 -0.001 -0.001
Si 10.841 0.025 5.426 -0.001 0 -0.001
Si 13.557 2.766 5.447 -0.001 0 0.001
Si 10.901 5.418 5.459 0 0 0.001
Si 13.627 8.149 5.422 0.002 -0.001 -0.001
Si 10.926 10.877 5.438 -0.002 0 0.001
Si 13.517 13.629 5.489 0.001 0 0.001
Si 1.343 1.388 6.808 0 0 -0.001
Si 4.088 4.106 6.776 0.003 0.001 0
Si 1.36 6.822 6.835 0.002 0.001 0.001
Si 4.041 9.49 6.798 0.002 -0.001 -0.001
Si 1.313 12.232 6.811 0.002 0 0
Si 4.08 14.975 6.802 0.002 0 -0.001
Si 6.814 1.404 6.803 0.002 0.001 0
Si 9.528 4.069 6.812 0 0 -0.001
Si 6.802 6.765 6.757 0 -0.001 -0.001
Si 9.554 9.492 6.773 0 0 0
Si 6.816 12.258 6.778 0 0.002 0
Si 9.539 14.992 6.822 0.002 0.002 0
Si 12.213 1.38 6.789 0 0.001 0
Si 14.921 4.127 6.827 0 -0.002 0
Si 12.264 6.797 6.813 0 -0.001 0
Si 14.997 9.473 6.839 0 0.001 0
Si 12.258 12.221 6.854 0.001 -0.001 -0.001
Si 14.938 14.961 6.807 -0.001 0.001 0
Si -0.004 2.76 8.151 0 0 0
Si 2.709 0.007 8.161 0 -0.001 0.001
Si 0.031 8.159 8.25 0 0 -0.004
Si 2.76 5.46 8.178 -0.003 -0.001 0
Si -0.047 13.588 8.174 0.002 0.001 -0.002
Si 2.671 10.845 8.124 -0.001 -0.002 0.001
Si 5.463 2.769 8.165 -0.001 0.001 0
Si 8.211 0.072 8.147 -0.001 0.001 0
Si 5.449 8.107 8.123 0 -0.001 0.002
Si 8.184 5.459 8.166 0.001 0 0
Si 5.475 13.636 8.124 -0.001 -0.001 0.001
Si 8.19 10.861 8.104 0 -0.001 0
Si 10.889 2.726 8.185 0.001 0 0.001
Si 13.605 0.025 8.131 0 -0.001 0
Si 10.917 8.158 8.193 0 0 0
Si 13.598 5.465 8.237 0 0 -0.002
Si 10.924 13.61 8.183 -0.001 0 -0.003
Si 13.658 10.865 8.201 -0.001 0.001 0
Si 1.39 4.079 9.512 0 0.001 -0.001
Si 4.097 1.392 9.492 0.001 0 -0.001
Si 1.387 9.55 9.624 -0.001 -0.001 0
Si 4.152 6.779 9.576 0 0 -0.002
Si 1.335 14.945 9.497 0.001 0.001 0.001
Si 4.088 12.202 9.353 0.001 -0.001 0.001
Si 6.843 4.122 9.561 -0.001 0.001 0
Si 9.57 1.378 9.573 -0.001 0 -0.001
Si 6.844 9.46 9.442 0.001 0.001 0
Si 9.564 6.783 9.571 0 -0.002 0
Si 6.848 15.036 9.443 -0.002 0.003 0
Si 9.561 12.206 9.466 0 0 0
Si 12.246 4.062 9.572 -0.001 0.001 -0.001
Si 14.971 1.373 9.484 0 0.002 0
Si 12.308 9.509 9.564 0.001 0.001 0.001
Si 15.011 6.789 9.605 -0.001 0.001 0
Si 12.324 14.986 9.538 0.001 0 0.001
Si 15.001 12.215 9.608 0.001 0 -0.001
Si -0.004 0.025 10.844 0.002 -0.003 0.001
Si 2.766 2.744 10.885 0 -0.002 -0.002
Si 0.046 5.374 10.925 -0.003 -0.001 -0.002
Si 2.818 8.178 10.915 0.002 0.001 0
Si 0.055 10.929 11.054 0.002 0.002 0
Si 2.745 13.498 10.72 -0.001 -0.001 0
Si 5.495 0.05 10.816 -0.001 -0.001 -0.001
Si 8.228 2.781 10.917 0 0.001 0.001
Si 5.521 5.443 11.016 0.001 -0.002 -0.001
Si 8.191 8.163 10.907 0.001 -0.001 -0.002
Si 5.434 10.843 10.672 0 -0.002 -0.003
Si 8.235 13.653 10.716 0.003 0.004 0
Si 10.97 0.003 10.897 0.001 0.002 0
Si 13.626 2.678 10.898 0 -0.001 0
Si 10.921 5.41 10.972 0.003 -0.002 -0.001
Si 13.703 8.2 10.973 0.001 0 -0.003
Si 10.922 10.882 10.883 -0.001 0.001 -0.004
Si 13.681 13.633 10.95 0.001 0 0.001
Si 1.45 1.304 12.185 0.001 0.004 -0.001
Si 4.113 4.048 12.34 0 0.001 -0.001
Si 1.452 6.764 12.201 0.001 0 0.001
Si 4.228 9.582 12.23 -0.005 0.001 -0.004
Si 1.553 12.268 12.363 0 0 -0.001
Si 4.103 14.884 11.956 0.001 0 0
Si 6.832 1.435 12.211 0 -0.003 0.003
Si 9.592 4.042 12.406 0 0.001 -0.001
Si 6.905 6.841 12.395 0.003 0 0.003
Si 9.579 9.514 12.255 -0.004 -0.001 -0.003
Si 6.788 12.274 11.862 -0.003 -0.001 -0.003
Si 9.595 14.927 12.152 -0.003 -0.003 0.001
Si 12.34 1.304 12.326 0.003 0 -0.001
Si 13.761 5.354 13.64 0 0.001 -0.005
Si 12.387 6.748 12.263 0.003 -0.001 -0.001
Si 15.016 9.575 12.442 -0.001 0 0.001
Si 12.186 12.339 12.248 -0.001 0.003 -0.002
Si 15.132 14.953 12.32 -0.001 -0.001 -0.002
Si 0.084 2.532 13.641 -0.001 0 -0.003
Si 2.577 -0.414 13.343 0.002 0.005 0.002
Si 0.171 8.102 13.635 -0.001 0.001 -0.003
Si 2.814 5.515 13.685 0.003 0.001 -0.002
Si 0.789 14.189 13.515 -0.007 0.002 0.002
Si 2.903 10.853 13.731 -0.001 -0.001 -0.002
Si 5.316 2.496 13.689 0.005 0.01 0.012
Si 8.208 -0.02 13.384 -0.001 0 -0.001
Si 5.578 8.309 13.706 -0.002 -0.005 -0.002
Si 8.296 5.491 13.795 -0.001 0.002 -0.006
Si 6.746 14.919 14.514 -0.002 0.002 0.014
Si 8.138 11.102 13.274 0.005 -0.003 0
Si 10.991 2.63 13.758 0 0 0
Si 13.657 -0.14 13.699 -0.005 -0.001 -0.001
Si 10.981 8.066 13.585 -0.004 0.002 -0.005
Si 15.041 3.931 12.276 0.001 0 0.001
Si 10.803 13.626 13.733 0.001 -0.002 -0.003
Si 13.494 11.034 13.64 0.014 0.003 0.003
Si 1.24 4.191 14.861 0.003 -0.007 0.022
Si 4.291 0.545 14.76 -0.005 0 0.04
Si 1.995 8.962 14.864 -0.004 0.003 0.021
Si 3.764 7.387 14.902 0.002 -0.002 0.013
Si 0.429 14.491 15.795 0.009 -0.002 0.034
Si 4.523 12.125 14.926 -0.005 0.004 0.022
Si 6.871 4.651 15.426 0.004 0.001 0.031
Si 9.693 0.984 14.862 -0.005 0.001 0.027
Si 6.821 10.04 14.835 0.008 0.004 0.015
Si 10.053 6.486 15.068 0.002 0 0.027
Si 5.439 13.51 13.268 -0.001 0.001 -0.002
Si 8.911 12.722 14.856 -0.001 -0.002 0.013
Si 12.274 4.182 15.04 0.005 -0.003 0.024
Si 15.291 0.878 15.023 0.001 0 0.026
Si 12.037 9.687 14.843 0.003 0.001 0.028
Si 15.426 6.447 14.918 -0.003 0.004 0.025
Si 11.997 15.152 15.099 0.005 0.003 0.03
Si 14.896 12.066 16.188 0.002 0 0.046
Si 8.297 -15.227 17.585 -0.003 -0.003 0.048
Si 10.564 2.555 23.879 -0.005 0 -0.01
Si 8.097 -6.132 20.562 -0.009 0.005 0.016
Si 4.877 -9.633 16.858 0.006 -0.016 0.047
Si 13.738 8.127 16.935 0 0.002 0.046
Si 12.796 -1.607 18.168 0.004 0.002 0.043
Si 10.752 -13.765 20.964 -0.006 0.004 0.015
Si 18.083 -20.775 27.565 0.013 -0.003 -0.04
Si 24.491 -15.183 21.307 -0.002 0.002 0.012
Si 31.72 -3.964 20.843 0.005 0.003 0.011
Si 18.933 13.465 25.518 0.002 0.011 -0.03
Si 14.997 8.253 19.566 0.007 -0.006 0.03
Si -15.46 -6.135 20.137 0.007 -0.005 0.024
Si 9.816 23.43 27.504 -0.002 0.002 -0.046
Si 19.564 -4.375 23.012 0.002 -0.002 -0.004
Si -10.963 -10.299 25.623 -0.003 0.003 -0.03
Si -1.004 -1.233 19.792 0.001 -0.001 0.021
Si 30.856 -1.779 22.683 0 -0.002 -0.001
Si 13.182 -4.511 18.849 0.001 0.006 0.033
Si 6.712 -0.658 19.127 -0.005 -0.001 0.034
Si 7.264 20.202 18.273 0.002 0.007 0.037
Si 9.353 16.119 23.717 -0.008 0.005 -0.005
Si -2.88 2.323 17.184 -0.005 -0.007 0.047
Si 19.694 8.528 20.9 -0.004 -0.001 0.016
Si 3.833 4.547 23.266 0 -0.003 -0.007
Si 20.916 0.152 23.274 0.005 0.001 -0.003
Si 15.136 17.367 27.509 0.004 0.006 -0.045
Si 6.214 20.067 27.508 -0.008 0.005 -0.042
Si 2.655 2.166 16.909 -0.002 -0.007 0.046
Si 15.574 16.617 24.642 0.006 0.001 -0.029
Si 18.625 0.134 25.205 -0.003 -0.004 -0.028
Si 14.955 2.733 22.783 0.002 0.005 0
Si 25.633 -5.465 16.2 0.008 -0.005 0.035
Si 13.121 36.666 24.823 -0.007 -0.002 -0.022
Si 0.955 -28.42 23.96 0.007 0.001 -0.017
Si 3.915 16.163 20.339 0.002 -0.001 0.017
Si -9.524 -18.302 23.596 -0.001 0.008 -0.006
Si -0.525 5.613 20.252 0.004 -0.003 0.019
Si 9.763 -3.984 27.636 0.003 0.006 -0.042
Si 28.172 -2.092 24.374 -0.005 0.004 -0.029
Si 6.741 -19.546 20.648 -0.002 0.004 0.016
Si 11.931 -17.997 27.462 -0.003 -0.005 -0.045
Si 12.119 9.073 26.494 -0.005 -0.003 -0.046
Si -5.838 -6.155 18.859 0.003 -0.001 0.027
Si -5.735 11.417 24.971 0.002 0.004 -0.029
Si 27.279 7.218 17.81 0 0.002 0.051
Si -2.854 -9.431 21.608 0.001 -0.008 0.003
Si 2.471 -7.248 23.763 0 0.004 -0.013
Si 24.411 -11.868 23.338 0 -0.006 -0.005
Si 36.279 13.191 20.288 0.008 0.007 0.028
Si 0.513 -9.259 24.617 -0.001 -0.001 -0.019
Si -2.631 7.031 24.658 0.007 -0.01 -0.02
Si 6.02 2.57 23.188 -0.001 -0.001 -0.004
Si -11.856 -4.597 26.981 -0.004 0.002 -0.049
Si -5.518 5.696 20.435 0.002 -0.003 0.029
Si 4.147 4.307 18.509 -0.006 -0.008 0.04
Si 2.859 7.654 26.376 -0.001 -0.006 -0.043
Si 5.947 11.62 24.422 0.003 0.008 -0.023
Si 8.406 9.834 23.563 -0.006 0 -0.006
Si 22.471 -24.597 19.528 0.004 0.005 0.041
Si 4.128 1.479 27.427 -0.004 -0.001 -0.046
Si 17.307 10.579 17.016 -0.008 0.014 0.039
Si 24.369 23.426 24.994 -0.006 -0.002 -0.029
Si 17.554 17.243 19.179 0 -0.005 0.032
Si 35.41 -3.227 17.163 -0.007 -0.002 0.046
Si 27.585 0.847 18.598 -0.011 0.002 0.035
Si 15.196 19.102 19.771 0.007 0.004 0.026
Si 24.267 -10.668 20.587 0.002 -0.001 0.018
Si 18.886 22.012 20.745 -0.002 0.003 0.018
Si 15.621 20.043 26.588 -0.001 -0.002 -0.047
O 11.647 -17.021 -10.732 -0.001 -0.004 -0.013
O -3.363 -10.722 -4.571 0.001 0.002 0.007
O 11.261 -14.142 -7.071 0.001 0.002 -0.002
O 12.969 8.153 -4.018 -0.009 0.013 0.016
O -0.687 4.854 -1.8 0.004 0.006 0.035
O 5.741 -12.151 -10.81 -0.002 0.003 -0.013
O 12.224 3.852 -0.602 0.002 0.002 0.013
O -2.819 7.433 -6.415 0 -0.001 0.005
O 3.3 4.585 -9.688 0.009 -0.003 -0.022
O 3.995 13.162 -3.19 0.003 -0.008 0.016
O 5.409 11.719 -1.228 0.007 -0.01 0.035
O 15.797 13.552 -9.713 0.001 0.001 -0.006
O 17.795 -9.397 -3.594 0.006 0.002 0.016
O 0.321 6.331 0.113 0.009 0.008 0.012
O 7.647 3.099 -1.565 0.01 -0.007 0.023
O 12.776 -8.748 0.046 0 0.001 0.018
O 6.235 4.898 -3.136 0.005 -0.012 0.026
O 17.714 3.985 -0.405 0 0.001 0.016
O 22.954 13.089 -4.951 -0.003 -0.004 0.006
O 14.112 3.525 -3.513 0.01 -0.001 0.017
O 14.151 2.316 -10.89 -0.008 0.001 -0.025
O 0.79 22.151 -5.893 -0.002 0.003 0.006
O 5.55 15.883 -14.318 0.001 0.001 -0.013
O 5.362 17.692 -5.497 -0.001 0 0.005
O 25.024 -14.854 -13.462 0.013 -0.002 -0.039
O 9.418 1.357 -0.619 0.001 0.001 0.012
O 14.922 -3.879 -0.452 -0.001 0.001 0.011
O 7.083 -2.5 -7.453 -0.001 -0.003 -0.006
O 8.758 7.734 -0.995 -0.012 0.008 0.021
O 10.549 5.791 -1.407 0.007 -0.01 0.024
O 12.493 -9.14 -12.191 0.003 0.003 -0.013
O 19.269 12.29 -8.074 -0.001 0.001 -0.005
O 10.878 8.238 -2.428 -0.004 -0.006 0.014
O 11.605 -5.971 -3.86 0.004 -0.006 0.016
O 17.127 17.001 -4.601 0.001 -0.001 0.009
O 13.859 17.979 -1.195 -0.012 0.01 0.025
O 14.833 -9.145 16.238 0.01 -0.011 -0.028
O 7.769 -2.474 15.332 -0.004 0 -0.011
O 19.435 -5.344 27.443 -0.004 -0.002 0.01
O 1.771 -1.971 16.762 -0.013 0.003 -0.019
O 18.862 3.847 23.954 -0.002 0.002 0.004
O 3.153 1.05 26.216 0.011 0.009 0.024
O 12.587 -3.014 18.924 -0.001 -0.003 -0.016
O 36.812 23.02 29.232 0.002 -0.002 0.019
O 12.09 17.797 17.355 0.008 0.004 -0.016
O -0.368 10.849 16.168 0.002 0.003 -0.015
O 1.952 3.343 16.06 -0.013 0.015 -0.03
O -3.347 3.705 16.454 -0.008 0.011 -0.028
O 16.653 -0.407 19.4 0 -0.001 -0.01
O 7.691 4.241 16.761 -0.009 0.013 -0.031
O 16.154 -7.322 20.378 -0.001 0.003 -0.009
O 26.888 -1.256 23.88 0.007 -0.005 0.006
O -4.624 3.181 24.864 0.004 0.002 0.008
O 14.541 1.642 16.233 0.013 -0.009 -0.028
O 5.175 -3.494 20.403 -0.002 -0.001 -0.009
O -0.24 2.315 27.25 -0.001 -0.006 0.016
O 21.434 15.948 19.234 0.007 0 -0.011
O 12.011 -9.996 21.292 -0.001 0 -0.008
O 7.263 9.251 19.521 -0.005 -0.004 -0.009
O 14.241 -0.996 18.61 -0.011 -0.005 -0.016
O 15.657 6.823 19.202 -0.001 0.006 -0.013
O 19.964 2.902 17.949 -0.006 -0.005 -0.019
O -2.598 8.103 20.559 0.002 0.003 -0.011
O 28.962 -1.686 16.543 -0.007 0.001 -0.037
O 16.464 5.272 15.442 -0.001 0.001 -0.009
O 17.846 1.28 17.634 0.01 0.009 -0.028
O 19.499 -7.581 25.2 0.005 -0.005 0.015
O 25.502 18.611 20.772 0.003 0.002 -0.005
O 7.325 -0.202 17.691 0.005 0.004 -0.022
O 10.927 13.448 27.748 -0.004 -0.002 0.014
O 20.24 5.581 17.541 0.005 0.025 -0.034
O 29.477 9.268 15.974 -0.011 0.007 -0.026
O -1.048 -9.287 25.028 -0.003 0.002 0.006
O -1.76 2.499 21.237 0.002 0.004 -0.01
O 19.419 -3.333 18.753 -0.007 -0.001 -0.035
O 1.614 9.207 16.47 0.01 -0.011 -0.025
O 14.698 -17.251 21.284 0.001 0.001 -0.008
O 9.589 -5.354 17.782 0.003 0.002 -0.028
O 13.851 3.73 23.407 0 0 0.006
O 3.333 8.471 22.523 0.001 0.005 -0.001
O -2.146 11.55 20.103 -0.006 -0.003 -0.024
O -5.219 5.275 15.378 -0.001 0.001 -0.009
O 4.819 11.665 23.245 0 0.003 0.001
O -0.107 -0.29 15.741 -0.004 0.002 -0.016
O 7.498 -4.629 20.573 0.004 -0.004 -0.005
O -9.348 18.225 22.098 0.003 -0.001 -0.006
O 0.587 -5.315 28.258 -0.016 0 0.026
O 21.574 2.558 26.968 0.002 -0.001 0.016
O -5.09 -0.318 28.05 -0.003 0.006 0.021
O -14.883 -3.889 26.067 -0.006 -0.008 0.02
O 3.587 1.146 16.091 0.017 -0.011 -0.036
O 10.613 -7.719 18.524 -0.001 -0.001 -0.013
O 4.882 8.678 20.367 0.006 -0.001 -0.013
O -0.333 -0.053 28.329 0.01 -0.012 0.029
O 2.797 13.216 23.933 -0.003 0.002 0.011
O 7.446 0.257 20.21 -0.001 -0.001 -0.012
O 4.554 -15.88 21.684 -0.003 -0.001 -0.007
O 34.645 -4.555 16.692 -0.001 -0.009 -0.013
O 18.5 -1.354 25.806 0.003 -0.004 0.011
O 8.092 9.503 22.018 0.004 0.002 -0.003
O 28.57 -1.58 25.873 0 0.002 0.029
O 3.302 -1.617 20.696 0 -0.004 -0.011
O 14.923 1.365 23.634 0.001 -0.003 0.007
O 15.398 -12.017 19.432 0 -0.003 -0.008
O 13.024 -1.825 23.299 -0.002 0 0.006
O 17.301 5.424 20.813 -0.003 0 -0.005
O 11.469 12.662 24.407 -0.003 -0.003 0.01
O 18.722 9.747 20.44 -0.006 0.005 -0.012
O -0.882 -1.144 23.869 -0.001 0.003 0.005
O 10.78 -0.114 15.443 0.001 -0.003 -0.017
O 3.068 0.068 23.792 -0.005 0.001 0.01
O -10.68 4.476 28.814 -0.006 0.013 0.028
O 9.536 11.953 26.087 -0.002 0.007 0.028
O 8.953 6.642 26.233 0.014 0.004 0.024
O 8.163 4.75 19.272 -0.003 -0.007 -0.015
O 3.211 2.176 28.54 -0.013 0.012 0.03
O -1.619 5.846 21.436 0.001 0 -0.005
O -2.441 -4.573 17.402 0.01 0.004 -0.024
O 8.413 -3.365 28.269 -0.008 0.007 0.023
O 2.779 -9.147 20.218 0 0.001 -0.007
O 0.117 3.37 22.887 0 0.001 0.004
O 5.681 11.071 15.455 0 -0.002 -0.006
O -3.048 14.36 28.3 0.003 -0.012 0.022
O 21.062 5.403 24.286 0.004 0.008 0.014
O 22.337 5.921 15.968 -0.008 0.003 -0.023
O 7.105 10.595 24.078 0 0.001 0
O 2.376 10.672 23.504 0 -0.001 0.005
O 8.211 5.941 23.904 -0.002 0.01 0.013
O -8.783 4.682 21.815 0.002 0.004 -0.007
O 4.787 3.433 22.583 0 0.002 0.001
O 38.048 -1.207 23.581 0 0 0.002
O 14.195 -4.251 14.733 -0.013 -0.009 -0.019
O 8.595 8.481 24.41 -0.001 -0.002 0.009
O 23.127 -9.548 20.3 -0.002 0.004 -0.011
O 9.672 -6.015 20.227 0.011 0 -0.022
O 19.59 5.572 22.179 0 0.001 -0.004
O 23.839 2.288 18.345 0.002 0.007 -0.016
O 26.011 0.855 18.348 0 0.001 -0.014
O 0.34 4.026 25.427 -0.009 -0.002 0.022
O 17.31 8.421 23.822 0 0 0.003
O 14.962 -3.297 22.265 0.004 0 -0.003
O -9.364 3.535 24.075 0.001 0.002 0.004
O 10.868 -10.331 18.855 0.004 0.012 -0.026
O 11.596 -14.655 19.931 0.002 -0.012 -0.02
O 20.447 22.963 26.447 -0.006 0.003 0.013
O 11.981 -5.563 18.963 -0.01 -0.006 -0.011
O 7.978 15.35 24.177 0.001 -0.001 0.004
O 9.391 -10.042 20.956 0.002 0 -0.002
O 9.077 0.141 22.173 0 0.001 -0.001
O 4.882 16.523 28.067 0.01 -0.009 0.026
O 5.295 11.042 25.785 -0.006 0 0.023
O 6.9 9.606 29.098 -0.003 0.001 0.011
O 16.672 11.416 21.056 -0.003 -0.001 -0.009
O 14.457 25.217 18.184 -0.01 -0.002 -0.028
O 9.797 -15.123 24.44 0.003 0.001 0.003
O 9.741 -5.596 23.775 0.005 0.002 0.009
O 0.338 18.442 19.787 0.001 -0.003 -0.011
O -1.556 0.353 26.068 -0.004 0.004 0.026
O 17.055 -5.728 18.59 0.003 0.006 -0.032
O 2.108 -3.076 28.375 -0.002 0.014 0.025
O 22.27 3.395 14.953 -0.008 -0.006 -0.018
O 8.011 9.833 15.987 -0.012 0.005 -0.02
O 9.494 3.719 23.527 0.001 0.001 0.002
O 10.718 -5.997 15.572 0.005 -0.004 -0.014
O 13.112 -6.848 27.718 0.006 0.004 0.038
O 15.622 -2.833 16.43 0.006 0.009 -0.014
O 21.95 -8.73 18.036 -0.013 -0.007 -0.037
O 18.981 -8.073 27.866 0.003 0.004 0.041
O 7.127 -2.193 19.442 0.002 0.003 -0.01
O 10.285 11.031 28.414 0.01 -0.007 0.024
O 19.011 17.086 19.869 -0.007 0.002 -0.013
O 23.015 14.845 29.027 0.002 0 0.013
O 20.407 13.063 16.218 0.015 -0.008 -0.028
O 10.965 4.116 20.642 0.001 0.004 -0.008
O 26.21 7.089 16.587 -0.003 -0.006 -0.03
O 22.782 7.21 25.33 0 -0.001 0.01

Results
free energy: -283321.371 eV
free energy less fixed offsets of O -570.45, Si -639.56 eV per atom: -8.011 eV

The program warned: the cutoff lies below the one the program advises for these potential files; the forces do not sum to zero within the program's tolerance; empty levels may hold ghost states of the PAW files; the exchange-correlation potential is rough where the density is thin.
